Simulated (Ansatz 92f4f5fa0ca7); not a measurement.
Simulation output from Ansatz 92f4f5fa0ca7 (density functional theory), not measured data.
Periodic cell of 273 atoms, Si166O106B1, from a study of silicon, its oxide and their interface. The atomic structure is a simulated model.
Doubt: the cutoff is far below the 930 eV that the study's wrapper takes by default for these files, so forces and energies are approximate.

Settings
functional: PBE
potential files: Ansatz PAW
basis: plane waves
wave-function cutoff: 580 eV
density cutoff ratio: 5
exchange-correlation grid ratio: 1
k mesh: 1 x 1 x 1, Gamma-centred
self-consistency stop: 5e-08 eV per atom in the density residual
occupations: fixed
spin: none
net charge: -1 e, with a uniform compensating background and no finite-size correction

Cell vectors (angstrom)
a  11.6015  0  0
b  0  13.3963  0
c  0  0  29.8085

Atoms and the computed forces on them: element, x, y, z (angstrom), force x, y, z (eV/angstrom)
Si  11.5399  0.1826  22.911  0.1479  -0.1363  0.3159
Si  3.9354  0.1468  23.0009  -0.0496  -0.1117  0.305
Si  7.7024  0.393  23.2631  -0.0071  -0.2541  -0.0331
Si  2.056  3.4408  22.9014  -0.0191  0.137  0.117
Si  6.0893  3.5059  23.1225  -0.2458  0.1937  0.0521
Si  9.5142  3.3825  23.1643  0.3866  0.1441  -0.0926
Si  11.6372  6.8238  23.0707  0.0194  0.0555  0.2082
Si  3.9887  7.0046  23.1786  -0.0114  0.0085  0.1492
Si  7.7913  6.851  23.2179  -0.0008  0.0383  0.2819
Si  2.0407  10.2056  23.2494  -0.0098  0.0324  0.184
Si  5.8763  10.1319  23.2834  0.0068  0.0083  0.1517
Si  9.8408  10.1142  23.228  -0.0308  0.0972  0.1799
Si  11.6472  2.3883  23.7671  -0.2872  -0.0022  -0.0636
Si  4.0028  2.3816  23.764  0.2644  0.0424  -0.124
B  7.7679  2.409  23.7785  0.0433  -0.0159  -0.1484
Si  2.0335  5.7042  23.6923  0.0033  0.0194  -0.0285
Si  5.8546  5.739  23.9746  0.0466  -0.2125  -0.055
Si  9.7133  5.6639  23.9003  -0.0578  -0.1892  -0.1004
Si  11.738  9.003  24.0241  -0.0236  -0.0188  -0.0581
Si  3.9367  9.1192  24.1826  0.0125  0.0187  -0.0334
Si  7.8491  9.0635  23.9929  0.0144  -0.0073  -0.065
Si  1.9283  12.4907  23.7741  -0.0339  -0.0062  -0.1206
Si  5.8296  12.4199  23.9119  0.1095  0.2306  -0.0551
Si  9.6643  12.4312  23.8151  -0.122  0.1777  -0.1075
Si  11.6512  2.2862  26.1579  0.0251  -0.0722  0.0334
Si  3.9202  2.2988  26.1485  -0.0312  -0.0961  0.0492
Si  7.7563  2.327  25.8866  -0.0131  0.0456  0.126
Si  1.9809  5.6294  26.1296  -0.0026  0.0156  0.0286
Si  5.8263  5.6712  26.3145  0.0149  0.1089  -0.0154
Si  9.7014  5.6306  26.259  -0.0224  0.0786  -0.0017
Si  11.671  8.9599  26.3482  0.0036  0.023  0.0375
Si  3.8994  9.0111  26.4779  0.0042  0.0317  0.0841
Si  7.7961  8.9889  26.3345  -0.024  0.0094  0.0191
Si  1.9419  12.3749  26.1763  0.0261  -0.0145  0.0201
Si  5.8028  12.3369  26.2669  -0.0933  -0.0371  0.0011
Si  9.6934  12.3457  26.1833  0.0743  -0.0001  0.05
Si  1.9827  1.1847  26.9832  -0.0083  0.0488  0.0183
Si  5.8758  1.2098  26.9323  0.006  0.0215  -0.0572
Si  9.6468  1.211  26.8915  0.0104  0.0128  -0.0198
Si  11.6541  4.5063  26.9839  -0.031  0.0011  -0.0576
Si  3.8877  4.5065  26.9933  0.0321  0.0064  -0.0595
Si  7.7518  4.4684  26.9708  0.0064  -0.0479  -0.0085
Si  1.9725  7.8078  27.1042  0.0178  -0.0224  -0.0137
Si  5.8592  7.882  27.148  -0.0207  -0.0233  0.0358
Si  9.7175  7.8434  27.0803  0.0094  -0.0284  -0.0034
Si  11.6257  11.2319  26.9977  -0.0237  -0.01  0.0052
Si  3.8579  11.275  27.0939  0.0204  -0.0179  0.0193
Si  7.7653  11.2361  27.0303  -0.0104  0.011  -0.0596
Si  1.9519  1.1178  29.3593  -0.0182  -0.1242  0.0186
Si  5.8107  1.1393  29.3301  -0.0572  -0.0731  0.0636
Si  9.637  1.1379  29.2953  -0.0448  -0.0371  0.0869
Si  0.0183  4.4571  29.3687  -0.0586  -0.039  0.0291
Si  3.8705  4.4539  29.3575  -0.0017  -0.0516  0.0081
Si  7.7177  4.4496  29.3514  -0.0491  -0.0116  0.0335
Si  1.9436  7.7778  29.4584  -0.0238  0.0354  -0.0769
Si  5.8331  7.8311  29.5033  -0.0179  0.0272  -0.1241
Si  9.6837  7.794  29.4261  -0.0394  0.0119  -0.0683
Si  0.0019  11.1717  29.3575  0.034  -0.0511  0.0013
Si  3.8631  11.2075  29.4507  0.0172  -0.087  -0.054
Si  7.7557  11.1796  29.3839  -0.005  -0.0682  -0.0139
Si  -0.0258  0.0073  0.2908  0.0278  0.0893  0.0528
Si  3.8857  0.0207  0.4172  0.0067  0.1003  -0.0428
Si  7.7097  -0.0052  0.3517  0.0826  0.122  0.0053
Si  1.9513  3.3265  0.3411  -0.0223  0.0586  0.0575
Si  5.7838  3.3343  0.3894  0.0629  0.0284  -0.0011
Si  9.6454  3.3507  0.33  0.0646  -0.0156  0.0493
Si  -0.0061  6.6696  0.3995  0.049  -0.029  0.0232
Si  3.8886  6.6613  0.3762  0.0323  0.0052  0.0646
Si  7.7573  6.6657  0.401  0.01  -0.0279  0.0067
Si  1.9266  10.0452  0.3594  0.0082  0.0137  0.0565
Si  5.8252  10.0913  0.4049  -0.0474  0.0293  0.011
Si  9.681  10.0309  0.3513  0.0022  0.0627  0.0376
Si  11.5383  -0.0455  2.6637  -0.0014  0.0032  -0.0256
Si  3.848  -0.0605  2.8093  -0.0056  -0.0163  0.026
Si  7.6592  -0.0896  2.7361  0.0095  -0.0185  -0.004
Si  1.9339  3.2667  2.7017  -0.0157  -0.0102  -0.0202
Si  5.7475  3.2714  2.7893  0.0021  0.0013  0.0052
Si  9.5963  3.3052  2.7115  0.0152  0.0093  -0.0278
Si  11.5705  6.6229  2.7556  0.0035  0.0162  -0.0016
Si  3.871  6.6094  2.7244  -0.0079  0.007  -0.0183
Si  7.7433  6.6273  2.7674  -0.0053  0.0061  0.011
Si  1.9203  9.9999  2.7228  0.0051  -0.0049  -0.0287
Si  5.8265  10.0465  2.7751  -0.0028  0.0027  -0.0022
Si  9.6765  9.9727  2.7156  0.0123  0.008  -0.0077
Si  11.5519  2.1991  3.3973  -0.0098  -0.0227  0.0083
Si  3.8129  2.1339  3.6434  -0.0004  -0.0043  0.0183
Si  7.6802  2.1145  3.5268  0.0034  -0.0042  0.0175
Si  1.9093  5.4904  3.458  0.0077  -0.0071  0.0059
Si  5.8059  5.5201  3.5573  0.0005  -0.0088  -0.0027
Si  9.6535  5.5059  3.606  -0.0054  -0.0185  0.009
Si  11.6085  8.8626  3.5363  0.0073  0.0223  -0.0024
Si  3.8919  8.8656  3.4094  -0.0036  0.0091  -0.0337
Si  7.7457  8.8694  3.5352  -0.0054  0.0166  -0.0136
Si  1.852  12.2368  3.5078  -0.0148  -0.0165  0.0049
Si  5.7585  12.2242  3.7393  0.0034  -0.0174  0.0137
Si  9.6162  12.1984  3.4709  0.0058  0.0015  0.0227
Si  11.4766  2.1593  5.7237  -0.0035  0.0009  -0.0229
Si  3.7279  2.0321  6.0665  -0.0047  -0.0013  -0.0017
Si  7.6067  1.9714  5.9011  -0.0149  -0.0183  -0.0104
Si  1.8799  5.4032  5.7926  -0.0054  -0.0157  -0.0124
Si  5.8034  5.4659  5.9288  0.0097  -0.0054  0.0063
Si  9.6228  5.4388  6.0064  0.0052  -0.0036  -0.0012
Si  11.636  8.7931  5.9134  -0.0017  -0.0111  -0.0031
Si  3.9118  8.7892  5.7287  0.0131  -0.0081  -0.0033
Si  7.7753  8.8107  5.9099  0.0095  -0.0146  0.0046
Si  1.7731  12.1613  5.8868  0.0023  0.007  -0.0124
Si  5.7189  12.1205  6.2424  -0.0095  0.0097  -0.0015
Si  9.584  12.1115  5.8329  -0.0241  -0.0107  -0.0141
Si  1.6267  0.9752  6.7093  0.0456  -0.0051  -0.0713
Si  5.6704  0.9887  7.003  0.013  -0.0327  -0.109
Si  9.6339  0.9383  6.5652  -0.0036  0.0037  -0.0717
Si  11.5754  4.3111  6.7058  -0.0044  0.0129  -0.1027
Si  3.8277  4.3242  6.5568  -0.0034  -0.0089  -0.0893
Si  7.6913  4.1774  6.6168  0.0017  0.0267  -0.0757
Si  2.0272  7.6256  6.4981  -0.0204  0.027  -0.0853
Si  5.8295  7.7364  6.6891  -0.0152  -0.0105  -0.0965
Si  9.718  7.7017  6.7214  -0.0093  0.0015  -0.088
Si  11.4471  10.991  6.7581  0.0235  0.0056  -0.1033
Si  3.6476  10.9404  6.6294  0.0402  0.0195  -0.0718
Si  7.7596  10.9767  6.8485  -0.0099  0.0258  -0.0912
O  9.9028  7.8961  8.3829  -0.0182  -0.02  0.1798
O  9.9033  0.8309  8.2148  0.0412  -0.0051  0.1476
O  1.0314  0.9209  8.2959  -0.0682  -0.0037  0.1466
O  3.076  10.576  8.1476  -0.0372  -0.0199  0.1737
O  5.8119  7.8948  8.3556  0.0198  0.0277  0.1782
O  5.6166  1.176  8.6893  0.0175  -0.002  0.1982
O  3.7783  4.3404  8.2039  0.0237  0.0203  0.193
O  7.6416  3.7325  8.2416  -0.0067  0.0099  0.1628
O  0.058  4.2765  8.3789  0.0115  -0.0379  0.2026
O  11.1495  10.9482  8.4104  -0.0026  0.0138  0.1897
O  8.126  10.7744  8.4865  -0.0053  -0.0044  0.1724
O  2.3621  7.4929  8.1049  0.0222  -0.0207  0.1986
O  11.3797  0.1808  21.2364  -0.0021  0.0288  -0.2665
O  9.7506  3.5872  21.499  -0.1086  -0.0571  -0.4909
O  4.1487  7.5609  21.6038  0.0153  0.0316  -0.1369
O  6.0066  4.0617  21.5018  0.116  0.0303  -0.4629
O  5.7343  9.7859  21.65  -0.0378  -0.0454  -0.132
O  2.1335  3.3866  21.2218  0.0348  -0.037  -0.2032
O  7.4691  13.5196  21.6222  -0.0638  0.0838  -0.5107
O  4.0542  0.1524  21.3364  -0.0365  -0.0175  -0.2195
O  7.723  6.8818  21.562  -0.01  0.0439  -0.1788
O  2.1313  10.1585  21.6003  0.0313  -0.0068  -0.234
O  11.5471  7.0348  21.4178  0.0159  -0.0447  -0.2059
O  10.2015  9.7404  21.6334  0.0112  -0.0593  -0.1723
Si  11.5861  6.4525  11.2905  -0.0148  -0.0066  -0.0911
Si  1.5691  10.355  16.2611  -0.0386  -0.0202  0.159
Si  0.2313  3.691  9.8949  -0.0292  -0.004  -0.174
Si  8.0704  12.9161  20.2456  -0.0235  0.1074  0.4159
Si  2.8395  10.4689  9.7439  0.0001  -0.0062  -0.1776
Si  2.561  10.3907  20.055  0.035  0.003  0.2837
Si  10.3205  3.6983  19.9721  -0.0657  -0.0358  0.3587
Si  0.2473  12.8036  17.0952  -0.0263  0.0065  0.2641
Si  10.7995  0.7064  19.7886  -0.0329  0.0951  0.2948
Si  3.1753  7.7348  16.2571  -0.0031  -0.0468  0.1956
Si  0.32  6.4919  19.9307  -0.0679  -0.0524  0.2268
Si  9.3906  2.5179  14.2845  -0.0098  -0.0053  0.0357
Si  2.9096  2.5418  11.0261  0.0028  0.0182  -0.0863
Si  5.1405  11.9863  15.384  0.0228  0.0144  0.1383
Si  4.935  8.6935  20.7157  0.0309  -0.0029  0.2068
Si  3.6136  -0.3917  11.2863  0.0216  -0.0073  -0.0701
Si  5.5878  8.89  14.8043  -0.0288  -0.0093  0.0559
Si  -0.1704  11.3158  9.9857  -0.0028  0.0118  -0.1741
Si  9.4446  10.0516  20.226  -0.0325  -0.0065  0.2793
Si  3.4474  0.0545  19.8219  -0.04  0.0451  0.2551
Si  7.4712  4.7033  9.532  0.0008  -0.0232  -0.1723
Si  2.3845  12.3518  14.173  0.0014  -0.0135  0.0331
Si  6.192  0.5916  10.13  -0.0309  0.0091  -0.1858
Si  2.794  2.9001  19.7913  -0.0099  -0.0164  0.2281
Si  5.7214  4.4528  13.654  0.0118  0.0057  0.003
Si  7.4831  0.2126  15.6094  -0.0472  -0.0064  0.155
Si  9.6141  11.3376  15.1991  0.0257  0.0329  0.0996
Si  1.9924  6.5619  13.5554  0.0126  0.0166  0.0295
Si  2.8434  3.5244  14.0023  -0.01  -0.0186  0.0141
Si  11.6821  9.1634  18.4167  -0.0289  -0.0222  0.2462
Si  11.2288  0.877  9.1771  0.0006  -0.0018  -0.1822
Si  9.1299  7.3212  9.6998  0.0156  0.0168  -0.1717
Si  8.6818  8.5466  14.5829  0.0097  0.0048  0.0439
Si  4.7768  7.174  12.3522  0.0144  0.0108  -0.069
Si  2.9975  5.6236  18.8039  -0.008  -0.0982  0.2402
Si  2.5381  7.4086  9.7017  0.017  0.0114  -0.187
Si  6.2636  8.4261  9.8318  -0.0044  -0.0104  -0.1662
Si  4.3342  4.7662  9.652  -0.0139  -0.0068  -0.1794
Si  9.3596  10.4818  12.272  -0.0007  0.0181  -0.0588
Si  5.9358  13.0606  17.9898  0.0423  0.0032  0.3257
Si  7.9707  4.9331  18.4101  0.0035  -0.0618  0.317
Si  8.3058  5.3869  15.2277  -0.0165  -0.0153  0.1958
Si  7.3322  11.0714  9.9043  0.0188  -0.0124  -0.1767
Si  5.3942  4.1725  19.9849  0.0832  -0.0549  0.327
Si  0.7895  1.4858  15.0329  -0.0062  -0.0346  0.1076
Si  7.548  7.5276  20.0862  -0.0039  0.0259  0.184
Si  7.6499  2.7943  11.8533  0.0017  0.0036  -0.0802
O  3.4576  6.0895  10.0874  -0.0055  0.002  0.0625
O  1.9496  2.654  15.0677  0.0126  0.014  -0.0255
O  -0.3666  12.9469  10.1479  0.001  -0.0276  0.0724
O  8.3556  8.9112  19.9081  0.0035  -0.0043  -0.0663
O  2.3968  1.3158  19.5451  0.0028  -0.029  -0.072
O  8.1432  5.208  16.8269  0.023  0.0325  -0.2679
O  2.7306  11.9829  19.7121  -0.0003  -0.0059  -0.0773
O  7.1625  8.7623  15.1264  0.0067  -0.0071  -0.0204
O  1.2945  0.1776  14.1759  0.0034  0  -0.021
O  4.4109  3.8161  14.4353  0.0007  -0.0012  -0.004
O  4.2451  3.4175  10.6058  -0.0137  -0.0284  0.0632
O  10.9582  2.0722  14.4763  -0.0103  0.0067  -0.0232
O  11.394  4.8445  10.9746  0.0007  0.0281  0.0589
O  10.8454  12.0187  16.0407  -0.0446  -0.0253  -0.0827
O  8.9339  6.8965  14.8122  0.0012  0.0217  -0.0297
O  1.7855  3.3528  10.1956  0.03  -0.0154  0.0582
O  8.4709  5.9286  9.1997  -0.0019  0.005  0.0689
O  11.1306  2.3098  19.5972  0.0115  -0.035  -0.0838
O  5.4106  7.6181  10.9311  -0.0227  -0.0207  0.0776
O  11.4075  7.5832  18.7992  0.008  0.0714  -0.1139
O  7.8719  8.2576  10.1348  -0.0044  -0.0025  0.0574
O  10.1395  7.1534  10.9718  0.0305  -0.0117  0.0677
O  9.2251  4.1069  14.7172  0.0144  -0.0167  -0.0309
O  8.7922  11.4964  20.5071  0.0185  -0.0631  -0.1
O  10.5771  10.5176  11.1534  -0.0278  -0.0167  0.0671
O  8.3637  12.2324  15.7545  0.0097  -0.0105  -0.0387
O  4.4365  2.8569  19.8564  -0.0373  -0.0084  -0.0883
O  4.5931  0.2527  18.679  0.0559  -0.0219  -0.134
O  10.4433  10.0834  18.9447  0.079  -0.0126  -0.1407
O  6.8247  0.6888  17.05  0.0419  0.0162  -0.1355
O  0.5197  6.7498  12.8275  0.0109  0.0019  0.042
O  1.0565  7.1464  10.2961  -0.0324  -0.015  0.0661
O  3.1418  7.1856  12.5586  -0.0104  -0.007  0.0247
O  3.9339  9.5508  19.7592  -0.0317  0.0287  -0.0877
O  6.7912  5.195  14.6334  -0.0221  -0.0098  -0.029
O  0.5799  0.912  16.5457  0.0143  0.0339  -0.1012
O  1.539  11.7753  17.1187  0.0117  -0.0185  -0.0764
O  5.3782  8.3197  13.3124  0.0035  -0.0001  0.0056
O  2.9986  12.3757  12.6598  -0.0143  -0.005  0.0318
O  6.4389  3.2103  12.8749  -0.0101  0.0043  0.0223
O  2.7905  9.3043  16.6025  0.0103  -0.0052  -0.0559
O  5.9951  7.9054  19.7623  0.0137  -0.0041  -0.0859
O  1.9393  6.3881  19.7796  0.0471  0.0019  -0.0795
O  1.4201  9.6966  19.1543  -0.0711  -0.0286  -0.1251
O  9.4871  9.7072  15.4695  -0.012  -0.0137  -0.0276
O  3.1051  8.8961  10.1786  0.0026  -0.0076  0.062
O  8.9936  9.0243  13.0121  -0.001  -0.0136  0.014
O  2.171  7.2751  15.0241  -0.0257  -0.0224  -0.0682
O  9.1141  3.8887  18.9006  -0.0669  0.0542  -0.1443
O  4.7427  7.9037  15.8087  0.0334  0.0155  -0.048
O  7.2466  1.6027  10.8315  0.0228  0.0265  0.0648
O  8.1167  6.4164  19.0602  0.0063  -0.0271  -0.0874
O  5.9147  5.1661  9.6252  -0.0041  0.0029  0.0608
O  6.8998  -0.8269  19.1892  -0.1471  -0.0019  -0.2163
O  11.0579  2.2544  10.066  0.0027  0.0228  0.0719
O  8.9768  2.3851  12.7065  0.0073  -0.0019  0.0187
O  9.7089  11.4941  13.5426  -0.0002  -0.0063  -0.0083
O  6.561  4.2297  18.8476  0.0537  0.0203  -0.1362
O  6.0442  10.0474  9.9388  -0.0067  0.0028  0.0589
O  1.35  10.8408  10.265  0.003  0.0001  0.0626
O  5.1719  10.4713  14.7792  0.0014  -0.0134  -0.0221
O  1.7049  10.9019  14.6792  0.0094  0.0179  -0.0547
O  11.3601  13.1004  18.6207  0.0581  -0.0813  -0.2101
O  5.4733  11.8485  16.9869  -0.0246  -0.0353  -0.1429
O  8.0922  10.9646  11.3524  0.0338  -0.0109  0.0737
O  11.2794  5.0066  19.7489  0.0175  0.0276  -0.0611
O  8.3744  1.4774  15.079  0.0247  0.0205  -0.0322
O  2.4481  4.0478  18.6304  -0.0055  0.0618  -0.0941
O  3.7503  11.6931  10.329  0.0106  0.0302  0.064
O  9.1673  0.5906  19.6963  0.0482  0.0122  -0.1108
O  2.7781  2.6451  12.6378  -0.0003  0.0041  0.0418
O  3.6518  12.6231  15.1709  -0.0133  -0.0024  -0.026
O  8.0058  4.0836  10.9268  0.0053  -0.0333  0.0827
O  5.1186  0.2536  11.3247  -0.0208  -0.0077  0.0512
O  4.4199  5.4642  19.614  -0.0609  0.0436  -0.0701
O  6.2007  13.0681  14.7041  -0.0061  -0.0086  -0.0431
O  3.1096  6.5667  17.4372  0.0031  0.1097  -0.1811
O  2.7813  0.9255  10.7137  0.0076  0.002  0.0404
O  0.2857  9.4417  16.8028  0.037  0.0284  -0.134
O  5.2381  5.6307  12.6292  -0.0044  -0.0055  0.0234
O  2.1345  4.9606  13.7692  -0.0012  -0.0017  -0.0052
O  6.9094  12.6109  9.7109  0.001  0.0019  0.0686

Results
free energy: -165958.972 eV
free energy less fixed offsets of B -154.04, O -568.88, Si -635.61 eV per atom: 7.608 eV

The program warned: the cutoff lies below the one the program advises for these potential files; the forces do not sum to zero within the program's tolerance; the exchange-correlation potential is rough where the density is thin.
